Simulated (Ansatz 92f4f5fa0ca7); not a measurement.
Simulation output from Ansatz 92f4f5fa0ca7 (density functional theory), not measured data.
Periodic cell of 459 atoms, Si304O155, from a study of silicon, its oxide and their interface. The atomic structure is a simulated model.
Doubt: the cutoff is far below the 930 eV that the study's wrapper takes by default for these files, so forces and energies are approximate.
This geometry differs little from another in the collection (a relaxation step or a small displacement).

Settings
functional: PBE
potential files: Ansatz PAW
basis: plane waves
wave-function cutoff: 580 eV
density cutoff ratio: 5
exchange-correlation grid ratio: 1
k mesh: 1 x 1 x 1, Gamma-centred
self-consistency stop: 5e-08 eV per atom in the density residual
occupations: fixed
spin: none
net charge: 0

Cell vectors (angstrom)
a 15.4691 0 0
b 0 15.4691 0
c 4.0816 -3.4313 34.2956

Atoms and the computed forces on them: element, x, y, z (angstrom), force x, y, z (eV/angstrom)
Si 12.39 -3.522 24.305 -0.013 0 0
Si 12.433 -7.347 24.273 -0.001 -0.002 0
Si 4.637 -3.469 24.042 0.01 -0.002 -0.019
Si 4.834 0.532 24.195 -0.012 -0.003 0
Si 4.559 -10.925 24.111 -0.001 0.003 -0.009
Si 4.7 -7.346 24.416 -0.005 0.008 -0.013
Si 7.761 -3.393 24.208 -0.012 -0.004 0.006
Si 7.247 0.55 24.242 0.016 0.003 0.005
Si 7.705 -11.17 24.167 -0.013 0.007 0.01
Si 7.134 -7.326 24.081 -0.001 -0.005 0.004
Si 12.422 0.298 23.963 0.001 -0.003 -0.002
Si 12.437 -11.164 24.198 0.001 0 0.005
Si -0.642 -3.481 24.139 0.011 0 -0.003
Si -0.565 0.379 23.919 0 -0.001 -0.002
Si -0.578 -11.139 24.021 0.003 -0.001 -0.005
Si -0.628 -7.222 24.107 0.001 0 -0.006
Si 4.16 -1.473 25.295 -0.001 0.003 0.007
Si 4.103 2.485 25.307 0.003 0.005 -0.001
Si 4.225 -9.224 25.697 -0.002 -0.001 0.002
Si 4.176 -5.32 25.453 -0.003 -0.007 0.004
Si 7.908 -1.405 25.443 -0.004 -0.005 0.003
Si 7.886 2.4 25.542 -0.005 -0.004 -0.003
Si 7.914 -9.176 25.4 0.004 0.003 0.001
Si 7.88 -5.433 25.386 -0.003 0.005 -0.001
Si 11.896 -1.51 25.433 0.003 0.003 0.004
Si 11.884 2.273 25.289 -0.003 -0.001 0.001
Si 11.927 -9.272 25.522 0 0.001 0.001
Si 11.877 -5.44 25.538 0.001 0 0.002
Si 0.067 -1.501 25.273 -0.003 -0.001 0.005
Si 0.056 2.339 25.2 -0.002 -0.003 0
Si 0.104 -9.206 25.272 -0.002 -0.002 0
Si 0.081 -5.358 25.39 -0.001 -0.001 0
Si 2.117 -1.493 26.571 0 -0.001 -0.002
Si 2.076 2.374 26.568 0 0.001 -0.001
Si 2.083 -9.23 26.688 -0.001 0.001 0.002
Si 2.121 -5.352 26.663 0 0.003 -0.001
Si 5.99 -1.482 26.828 0.003 0.001 -0.001
Si 5.941 2.446 26.865 0 0 -0.002
Si 6.141 -9.251 26.989 0.004 -0.004 0.001
Si 6.045 -5.34 26.884 0.004 0.003 -0.005
Si 9.897 -1.461 26.724 -0.001 0.001 0.001
Si 9.932 2.339 26.703 0 0.001 -0.003
Si 9.895 -9.211 26.724 -0.004 -0.002 0.001
Si 9.847 -5.42 26.732 0 0 -0.002
Si 13.768 -1.518 26.856 0.001 0.001 0.001
Si 13.738 2.321 26.77 0.002 0.001 0
Si 13.817 -9.246 26.889 0.002 0 0.001
Si 13.762 -5.393 26.936 0.001 0.001 -0.004
Si 2.126 -3.405 28.038 -0.001 0 0.001
Si 2.127 0.439 28.003 0 -0.001 0.001
Si 2.096 4.281 28.044 0 0 -0.001
Si 2.135 -7.289 28.074 -0.001 0.001 0
Si 6.017 -3.4 28.204 -0.001 -0.001 0.001
Si 5.974 0.462 28.162 -0.002 0.002 0.002
Si 6.029 4.294 28.287 -0.003 0.001 0
Si 6.048 -7.271 28.233 -0.002 0.001 0.002
Si 9.869 -3.435 28.074 0.001 -0.001 0
Si 9.901 0.441 28.129 0.001 0 -0.001
Si 9.9 4.294 28.078 0.002 0 0
Si 9.897 -7.311 28.144 0.001 0 -0.001
Si 13.754 -3.434 28.219 -0.001 -0.002 0.004
Si 13.766 0.426 28.176 0 0.001 0.001
Si 13.765 4.254 28.16 -0.001 0.001 0.001
Si 13.783 -7.327 28.243 -0.001 0.001 0.003
Si 4.042 -3.426 29.491 0 0 -0.001
Si 4.031 0.439 29.484 -0.002 0 0.001
Si 4.022 4.304 29.504 0 0 0
Si 4.061 -7.3 29.501 -0.001 -0.002 0
Si 7.97 -3.423 29.512 0 0.001 -0.001
Si 7.944 0.444 29.494 0.001 0 0
Si 8.002 4.287 29.532 0.002 -0.001 0
Si 7.984 -7.295 29.542 0.001 0 0
Si 11.785 -3.432 29.505 -0.001 0 0.001
Si 11.82 0.437 29.517 0 0 0.002
Si 11.815 4.303 29.495 -0.002 0 -0.001
Si 11.817 -7.303 29.53 -0.001 0.001 0.001
Si 0.244 -3.426 29.51 0.001 0 0
Si 0.247 0.437 29.489 0 0.001 0.001
Si 0.224 4.286 29.506 0 0 -0.001
Si 0.259 -7.296 29.532 0 0 0.001
Si 0 1.934 2.05 -0.088 0.043 0.117
Si 0 5.801 2.05 -0.04 0.04 0.021
Si 0 -5.801 2.05 -0.173 -0.099 -0.035
Si 0 -1.934 2.05 -0.077 0.022 -0.068
Si 3.867 1.934 2.05 -0.107 0.058 0.01
Si 3.867 5.801 2.05 0.118 0.02 0.079
Si 3.867 -5.801 2.05 -0.011 -0.029 -0.005
Si 3.867 -1.934 2.05 0.093 -0.02 0.008
Si 7.734 1.934 2.05 0.009 0.169 0.012
Si 7.734 5.801 2.05 -0.172 -0.026 -0.018
Si 7.734 -5.801 2.05 -0.123 -0.198 -0.171
Si 7.734 -1.934 2.05 -0.139 0.003 -0.107
Si -3.867 1.934 2.05 0.152 0.099 0.102
Si -3.867 5.801 2.05 0.215 0.008 0.038
Si -3.867 -5.801 2.05 0.123 -0.069 -0.035
Si -3.867 -1.934 2.05 0.208 -0.009 -0.001
Si -1.93 1.925 3.463 0 0 0.001
Si -1.92 5.778 3.449 0 0.001 0.001
Si -1.937 -5.785 3.445 0.001 0.001 0.001
Si -1.92 -1.894 3.445 0 0 0
Si 1.925 1.976 3.419 0.001 0.001 -0.001
Si 1.936 5.844 3.403 0 0.001 0.001
Si 1.92 -5.822 3.397 0.002 0.001 0
Si 1.929 -1.97 3.393 -0.001 -0.003 -0.001
Si 5.794 1.924 3.414 0 -0.002 0.001
Si 5.802 5.78 3.452 0 0.002 0.002
Si 5.802 -5.819 3.42 0 0.001 0.001
Si 5.804 -1.918 3.438 0 0.001 0.001
Si 9.676 1.986 3.405 0.002 0.004 -0.001
Si 9.667 5.815 3.38 0 0 0
Si 9.662 -5.871 3.377 -0.001 -0.001 -0.002
Si 9.667 -1.96 3.375 0.001 0 -0.002
Si -1.912 0.011 4.893 0 -0.002 0.003
Si -1.894 3.847 4.869 0.002 0 0
Si -1.939 -7.743 4.801 -0.007 -0.003 -0.004
Si -1.922 -3.817 4.81 -0.001 0.001 0.002
Si 1.936 -0.015 4.689 0.002 -0.002 0.004
Si 1.916 3.956 4.786 -0.004 0.002 -0.001
Si 1.937 -7.714 4.806 -0.02 -0.005 0.001
Si 1.874 -3.92 4.757 0.001 0.006 0.005
Si 5.831 0.028 4.822 0.002 0.001 0.003
Si 5.79 3.818 4.822 -0.003 0 -0.002
Si 5.788 -7.742 4.821 0.003 -0.002 -0.002
Si 5.784 -3.88 4.77 -0.003 0.002 0
Si 9.691 0.006 4.665 0 -0.005 0.002
Si 9.708 3.954 4.782 -0.003 -0.005 -0.002
Si 9.645 -7.778 4.789 0.003 0.001 -0.005
Si 9.634 -3.945 4.672 -0.001 0.002 0.001
Si 0.11 0.048 6.189 -0.001 0.003 -0.008
Si 0.045 3.953 6.272 0 -0.002 -0.002
Si -0.004 -7.676 6.171 0.015 0.001 -0.002
Si -0.002 -3.844 6.232 -0.001 -0.004 -0.003
Si 3.837 0.012 6.086 -0.006 -0.001 0.003
Si 3.825 3.898 6.185 0.001 0.003 0.006
Si 3.854 -7.712 6.212 0.002 0.019 0.019
Si 3.819 -3.97 6.074 -0.004 0.005 -0.002
Si 7.84 0.014 6.113 0.001 -0.004 -0.005
Si 7.765 3.818 6.128 0.004 -0.001 0.004
Si 7.725 -7.763 6.19 -0.01 -0.009 0.01
Si 7.742 -3.921 6.091 0.005 -0.001 -0.002
Si -3.947 0.011 6.161 -0.001 0.007 -0.004
Si -3.839 3.938 6.222 0 0 -0.001
Si -3.898 -7.819 6.153 -0.001 0 -0.002
Si -3.934 -3.85 6.037 0.001 0.004 0
Si 0.798 1.989 7.391 0.002 0 0
Si -0.125 5.945 7.653 0.003 0.003 0.002
Si -0.002 -5.771 7.621 0 -0.004 0.006
Si 0.463 -1.892 7.518 0.014 -0.001 0.016
Si 3.211 1.925 7.335 0.004 -0.002 0.003
Si 3.718 5.82 7.594 -0.012 -0.008 -0.022
Si 3.874 -5.771 7.632 0.007 -0.023 0.006
Si 3.6 -2.009 7.288 -0.012 -0.002 -0.006
Si 8.544 1.912 7.349 -0.001 0.005 0.003
Si 7.473 5.723 7.49 -0.001 0.012 -0.014
Si 7.747 -5.807 7.543 0.003 -0.005 0.004
Si 8.294 -1.972 7.293 -0.017 0.007 0.003
Si -4.472 1.979 7.388 0.005 -0.004 0.008
Si -3.755 5.821 7.747 -0.002 -0.006 0.003
Si -3.836 -5.807 7.348 0 -0.002 0.003
Si -4.667 -1.959 7.269 0.009 -0.012 0.007
Si -1.94 6.756 9.024 0.004 -0.01 0.014
Si -2.01 -6.317 8.74 0.001 0.018 0.003
Si 1.809 6.217 8.94 -0.004 0.014 0.014
Si 1.938 -6.079 8.978 0.002 -0.003 -0.005
Si 5.597 6.128 8.947 0.036 0.013 0.039
Si 5.849 -6.116 8.944 -0.013 -0.006 -0.018
Si 8.919 5.339 9.225 0.005 0.009 0.002
Si -5.691 -5.676 8.737 0.003 0.003 -0.005
Si 4.082 -5.365 30.877 -0.208 0.04 -0.129
Si 4.082 -1.498 30.877 -0.239 0.047 -0.151
Si 4.082 2.369 30.877 -0.28 -0.037 -0.111
Si 4.082 -9.232 30.877 -0.279 0.006 -0.052
Si 7.949 -5.365 30.877 0.183 0.123 0.125
Si 7.949 -1.498 30.877 0.103 0.114 -0.041
Si 7.949 2.369 30.877 0.193 -0.149 0.139
Si 7.949 -9.232 30.877 0.184 -0.077 0.115
Si 11.816 -5.365 30.877 -0.104 0.046 0.047
Si 11.816 -1.498 30.877 -0.122 -0.02 0.01
Si 11.816 2.369 30.877 -0.077 0.057 -0.003
Si 11.816 -9.232 30.877 -0.07 -0.102 0.047
Si 0.214 -5.365 30.877 0.206 0.09 0.062
Si 0.214 -1.498 30.877 0.193 0.085 -0.063
Si 0.214 2.369 30.877 0.194 -0.114 -0.011
Si 0.214 -9.232 30.877 0.175 -0.112 -0.013
Si 6.015 -5.365 32.244 0.008 0.029 -0.051
Si 6.015 -1.498 32.244 0.023 0.004 -0.055
Si 6.015 2.369 32.244 0.015 0.019 -0.063
Si 6.015 -9.232 32.244 0.017 -0.069 -0.05
Si 9.882 -5.365 32.244 -0.006 0.021 0.056
Si 9.882 -1.498 32.244 -0.004 0.069 0.038
Si 9.882 2.369 32.244 -0.031 -0.064 0.04
Si 9.882 -9.232 32.244 -0.009 -0.029 0.044
Si -1.719 -5.365 32.244 -0.011 0.033 -0.026
Si -1.719 -1.498 32.244 -0.009 -0.009 -0.034
Si -1.719 2.369 32.244 0.004 -0.006 -0.035
Si -1.719 -9.232 32.244 -0.005 -0.009 -0.024
Si 2.148 -5.365 32.244 -0.018 0.009 0.056
Si 2.148 -1.498 32.244 0.003 0.018 0.048
Si 2.148 2.369 32.244 0.002 -0.01 0.043
Si 2.148 -9.232 32.244 0.003 -0.028 0.052
Si 6.015 -3.431 33.611 -0.023 0.003 0
Si 6.015 0.436 33.611 -0.016 -0.015 0.008
Si 6.015 4.303 33.611 -0.029 -0.014 0.029
Si 6.015 -7.298 33.611 -0.019 0.023 0.003
Si 9.882 -3.431 33.611 0.017 0.019 -0.003
Si 9.882 0.436 33.611 0.036 0.027 -0.005
Si 9.882 4.303 33.611 0.013 0 -0.025
Si 9.882 -7.298 33.611 0.008 -0.033 -0.013
Si -1.719 -3.431 33.611 0.015 0.006 0.004
Si -1.719 0.436 33.611 -0.021 0.001 0.011
Si -1.719 4.303 33.611 0.011 -0.015 0.018
Si -1.719 -7.298 33.611 0.002 0.012 0.015
Si 2.148 -3.431 33.611 0.011 0.008 0.001
Si 2.148 0.436 33.611 0.001 0.04 -0.013
Si 2.148 4.303 33.611 0.012 -0.008 -0.024
Si 2.148 -7.298 33.611 -0.011 -0.045 -0.017
Si 0 0 0.683 0.012 -0.007 0.013
Si 0 3.867 0.683 -0.057 -0.006 0.006
Si 0 7.734 0.683 -0.129 0.006 -0.016
Si 0 -3.867 0.683 -0.097 -0.006 0.003
Si 3.867 0 0.683 -0.048 0.005 0.008
Si 3.867 3.867 0.683 0.049 -0.009 -0.012
Si 3.867 7.734 0.683 0.075 0.002 -0.017
Si 3.867 -3.867 0.683 0.093 -0.004 -0.006
Si 7.734 0 0.683 -0.012 0.001 0.014
Si 7.734 3.867 0.683 -0.075 -0.027 -0.015
Si 7.734 7.734 0.683 -0.11 0.032 -0.038
Si 7.734 -3.867 0.683 -0.048 0.019 0.002
Si -3.867 0 0.683 0.017 -0.01 0.019
Si -3.867 3.867 0.683 0.092 -0.013 -0.01
Si -3.867 7.734 0.683 0.165 0.019 -0.018
Si -3.867 -3.867 0.683 0.073 0.009 0.007
Si 0.254 -2.957 21.149 0.003 0.002 -0.002
Si 0.38 0.026 21.729 -0.003 -0.004 0.008
Si 0.597 -9.983 21.407 0.003 -0.001 0.004
Si -0.927 -7.425 21.016 0 0.003 0.003
Si 3.464 -3.05 21.213 0.018 -0.001 -0.002
Si 3.573 -0.037 21.417 -0.005 -0.011 -0.008
Si 3.212 -8.906 22.234 0.008 0 0.003
Si 4.767 -7.715 19.956 0 0 0.003
Si 9.6 -5.686 20.66 -0.002 -0.007 0.002
Si 8.622 1.664 21.638 -0.013 0.01 -0.004
Si 8.959 -11.538 22.195 -0.002 0.001 0.005
Si 7.339 -7.356 21.676 -0.005 -0.004 0.007
Si 11.244 -0.135 21.858 0.005 -0.001 0.01
Si 11.263 -10.805 22.185 0.007 0.006 -0.008
Si 10.255 -3.159 22.12 -0.005 0 0.014
Si 11.696 -7.636 22.058 -0.005 -0.002 0.004
Si -2.835 2.212 10.191 -0.002 -0.006 -0.002
Si -0.186 -1.155 10.41 0.003 0.004 -0.005
Si 0.211 1.942 9.658 -0.001 -0.008 -0.003
Si -0.644 -5.684 13.291 0.001 -0.003 -0.01
Si 5.146 1.35 9.644 -0.006 -0.005 -0.002
Si 5.969 -1.48 9.206 0.001 -0.001 0.002
Si 7.88 2.413 9.525 0.01 -0.003 -0.008
Si -4.682 -2.983 10.022 -0.012 -0.004 -0.004
Si -2.539 -0.357 12.093 -0.003 0 -0.012
Si 13.7 0.197 15.031 0 -0.003 -0.002
Si 0.838 -1.595 15.368 -0.001 0.001 0.001
Si 2.161 -5.127 12.001 -0.002 -0.003 0
Si 2.053 -2.034 12.431 -0.012 -0.001 -0.006
Si 4.916 -0.696 11.836 0.007 -0.004 -0.009
Si 6.614 -10.5 16.077 0 0.003 0.001
Si 6.577 2.877 13.722 -0.001 -0.001 -0.003
Si 6.849 -5.627 11.803 0.001 0.008 -0.003
Si -4.209 3.363 12.475 0 0.008 -0.017
Si 8.88 1.347 12.224 -0.008 -0.004 -0.003
Si 8.587 -3.996 13.565 -0.001 -0.001 -0.013
Si 1.996 4.062 11.289 -0.002 -0.005 -0.007
Si 4.357 0.824 18.53 -0.002 -0.006 0.005
Si -1.706 -8.58 12.324 0.004 0.003 0
Si 2.022 -12.812 17.673 0 0.003 0
Si -5.461 -1.476 12.395 0.001 -0.006 -0.007
Si 0.269 4.891 13.736 0.002 0.004 -0.004
Si -4.685 -9.238 13.128 -0.005 -0.002 -0.011
Si 7.53 -3.758 16.452 -0.002 -0.001 0.002
Si -0.494 1.672 19.181 0.003 -0.003 0.007
Si 4.523 -4.161 16.27 0.004 0.004 0.006
Si 2.378 -10.911 18.888 0.006 0.001 -0.002
Si 8.111 -0.686 16.551 -0.002 -0.004 0.001
Si 0.276 -5.181 19.118 0.005 0.001 0.009
Si 8.037 -10.26 20.473 -0.008 0.007 -0.003
Si 11.83 -10.51 17.054 -0.003 0.007 0
Si 3.408 -5.071 18.979 0 0 0.01
Si 11.135 -0.922 16.572 0 -0.002 -0.004
Si 5.395 -10.343 18.849 -0.002 0.004 0.004
Si 9.119 -7.706 11.014 0.006 -0.002 -0.004
Si 4.933 4.735 11.79 0.002 0.004 -0.002
Si 10.773 -7.985 15.744 -0.001 0.002 0.003
Si -2.714 -4.832 11.526 -0.003 -0.004 0.005
Si 12.286 0.623 19.057 -0.005 -0.003 -0.001
Si 9.807 -5.784 17.533 -0.001 0 0.002
Si -4.35 -5.517 13.987 -0.001 -0.001 -0.007
Si 3.672 -1.136 16.429 -0.003 -0.004 0.002
Si 5.687 0.182 14.576 0.001 0.003 -0.005
Si 8.914 -11.148 17.729 -0.001 0.003 0.003
Si 4.46 -6.122 13.749 -0.003 -0.001 -0.007
Si -0.521 -4.37 16.18 -0.002 0.004 0.002
Si 7.484 1.556 18.607 0.008 -0.003 -0.005
Si 11.922 -3.901 16.348 0.002 0 0.004
Si 4.543 -9.11 14.455 0.001 0.002 -0.002
Si 12.648 -11.948 19.536 -0.003 0.004 0.003
Si -2.119 3.199 14.877 0.002 0.004 0.001
Si 2.102 -10.437 16.054 0 0.004 0.003
O 1.865 -2.946 21.093 -0.026 0.007 -0.011
O -0.26 -3.655 22.527 -0.006 -0.005 0.013
O 2.012 -0.06 21.906 -0.006 0.001 -0.003
O -0.088 -11.083 22.411 -0.006 -0.001 0.008
O 1.599 -9.076 22.335 -0.004 0 -0.003
O 3.549 -8.528 20.684 -0.003 -0.003 0.001
O -0.322 -6.964 22.475 0.001 -0.001 0.006
O 3.794 -3.738 22.653 0.006 -0.006 0.025
O 4.449 0.663 22.585 0.009 0.011 0.016
O 3.832 -10.351 22.725 0.005 -0.006 0.009
O 6.124 -11.128 23.619 0.009 -0.005 -0.001
O 3.703 -7.619 23.101 0.007 0.003 0.009
O 11.64 -3.672 22.82 0.013 -0.002 0.004
O 8.937 -3.345 23.061 0.002 0.002 -0.01
O 10.131 1.039 21.661 0.021 0 -0.014
O 7.711 0.752 22.656 -0.013 -0.012 0.015
O 10.512 -6.6 21.651 0.001 0 -0.002
O -3.294 3.477 11.122 0.001 0.001 0.007
O -0.384 -1.854 8.941 0 -0.003 -0.011
O 2.074 -1.955 7.955 -0.002 0.002 -0.009
O 3.78 1.841 8.909 -0.006 0 -0.005
O 4.741 -2.257 8.461 -0.007 -0.002 0.001
O 6.231 2.575 9.614 -0.001 0.003 0.01
O 7.437 -2.011 8.745 0.013 -0.002 -0.007
O -3.837 2.014 8.925 -0.009 -0.002 -0.009
O -4.971 5.538 8.843 -0.01 0.002 -0.002
O -4.033 -2.119 8.802 0.003 0.008 -0.015
O -5.634 -4.2 9.492 -0.004 -0.005 0.001
O 0.456 -3.134 15.761 0 -0.003 0
O -2.887 0.845 11.063 -0.003 0.006 0.004
O 13.697 1.748 15.545 0 0.001 0.002
O 4.206 -2.599 15.989 -0.002 0.005 0
O 0.875 -9.907 15.108 -0.001 -0.002 -0.001
O 0.102 1.188 20.618 -0.002 0.004 -0.005
O -0.424 -6.482 19.798 -0.006 -0.007 0.001
O 4.112 -1.557 21.168 0.006 0.002 -0.005
O 4.265 -0.7 17.903 0.001 0.004 -0.001
O 3.792 0.823 20.058 0 0 -0.001
O -1.235 -12.359 19.474 0.005 0 -0.004
O 5.807 -7.269 21.122 0.003 0.001 0
O 8.607 -4.768 17.124 0.002 -0.003 0
O 9.745 -6.139 19.112 -0.001 0 0.002
O 8.013 -8.692 20.981 0 -0.003 -0.004
O -3.056 -9.122 13.07 0.004 0.001 0.005
O 11.731 -8.909 16.704 0 -0.002 -0.001
O -3.716 -4.219 14.752 0 0 0.003
O 12.234 -0.037 20.554 0.004 -0.001 -0.003
O 11.361 -0.206 18.021 0.003 0.008 0.008
O 11.786 2.192 19.079 -0.005 -0.003 -0.003
O 12.181 -11.543 21.035 -0.007 0.002 0.01
O 10.378 -11.277 17.024 -0.002 -0.003 -0.003
O 11.154 -9.181 21.875 0.002 -0.002 0.001
O 12.918 -7.351 21.011 0.001 -0.001 -0.004
O -0.448 -9.455 12.83 -0.003 0.002 0.004
O 1.239 2.786 10.615 -0.003 0 0.004
O -0.776 3.721 14.14 -0.003 -0.005 0.007
O -2.194 -5.74 10.286 0.006 -0.016 -0.019
O -1.549 -1.364 11.277 0.004 -0.004 0.008
O 7.603 -3.739 14.826 -0.003 0.001 0.003
O 1.729 5.369 10.348 0 0.008 -0.006
O 4.828 0.801 11.15 -0.001 0.01 0
O 1.922 -7.673 9.435 -0.001 -0.004 -0.004
O 2.424 -3.609 12.505 0 -0.012 0.005
O 5.793 -0.693 13.202 -0.002 -0.001 0.003
O 5.831 0.11 8.801 0.004 0.003 -0.003
O 5.761 -7.731 9.294 -0.002 -0.005 0
O 5.534 5.394 10.424 -0.002 0.011 -0.025
O 5.997 -9.277 15.195 0 -0.001 0.001
O 6.009 -5.346 10.416 -0.002 0 0
O 5.732 -1.676 10.806 0.003 0 0.004
O -1.846 -8.793 10.701 -0.002 0 -0.015
O 8.297 1.346 10.698 -0.004 -0.001 -0.001
O 8.628 3.841 9.847 -0.001 0 0.003
O 8.53 -9.097 10.427 0.001 -0.009 0
O -5.546 -6.868 9.869 0.005 0.005 -0.001
O 9.051 -0.201 12.683 -0.001 0.008 0.008
O -5.642 -1.972 10.855 -0.001 -0.002 -0.005
O -1.75 0.203 13.4 -0.002 0.001 0.003
O 1.456 4.266 12.812 0.004 -0.001 0.002
O 1.979 -5.196 10.376 0 -0.007 -0.006
O 3.478 -10.008 15.296 0.002 -0.001 0.001
O 4.288 -0.116 15.333 0 0 0.003
O 7.02 -0.136 15.466 0 0 0.002
O 1.935 -12.078 16.185 0 -0.003 0.002
O 6.046 3.766 12.474 -0.001 0 0.003
O -5.303 -9.025 14.632 0.001 -0.002 0.001
O -3.312 3.058 13.788 0.001 -0.001 0.006
O -3.889 -1.099 12.621 0.005 0 0.009
O -5.157 2.078 12.267 0.003 -0.004 0.012
O 10.454 -1.578 21.78 -0.001 0.006 -0.004
O 5.622 -10.892 17.328 -0.002 0 0
O 1.868 -5.343 19.39 0.002 0.001 -0.004
O 5.846 1.5 18.483 -0.003 0.003 -0.004
O 0.878 -5.763 12.762 0.006 0.004 0.004
O 6.56 -10.785 19.923 0.01 0 0.002
O 3.406 -1.186 12.149 0.005 0.002 0.006
O -5.306 -8.078 12.188 -0.004 0 0.002
O 9.498 -5.316 13.92 0 -0.002 0.006
O 8.151 -12.599 17.876 0 -0.003 -0.004
O 8.047 0.206 17.906 0 0.006 0.002
O 0.034 -5.15 17.504 0.001 -0.001 0
O 12.416 -10.665 18.566 0.002 -0.002 0.003
O 7.878 -6.855 11.575 -0.001 -0.006 0.011
O -0.277 -3.81 19.854 -0.002 0 -0.005
O 6.869 3.737 15.059 0.002 -0.005 -0.001
O 5.94 -6.062 13.08 0.003 0 0.005
O 4.035 -3.919 19.961 0.001 0.001 -0.007
O 12.865 -11.235 16.031 0.006 -0.005 -0.005
O 7.936 2.127 13.272 0.001 -0.002 0.005
O -5.087 4.726 12.647 0.001 -0.002 0.008
O 3.482 -4.667 17.41 -0.004 -0.002 0.006
O 8.068 -5.98 21.152 0 0.002 -0.005
O -3.813 -5.606 12.457 0.004 0 0.004
O -0.227 -1.391 21.126 0 0.004 -0.003
O 0.675 1.798 18.055 -0.004 -0.002 -0.001
O 9.551 -2.697 13.37 0.005 0.003 0.006
O 5.412 -8.704 18.831 -0.002 0.001 -0.002
O 8.045 -10.143 16.767 0.002 -0.003 0
O 1.043 -1.863 11.18 -0.003 0.001 0.003
O 7.926 1.531 20.168 0 0.005 0.003
O 2.037 -1.095 16.373 0.001 0.001 -0.002
O 9.65 -0.55 15.984 0.002 0.001 -0.001
O 13.508 -3.758 16.629 -0.003 0 -0.002
O 0.176 0.423 10.251 0.002 0.007 0.004
O -3.923 -6.845 14.844 0 0.002 0.002
O -1.397 -7.068 12.86 0 -0.002 0.006
O -0.453 -0.612 15.56 -0.001 0.001 0.001
O -3.445 -3.512 10.933 0.001 0.013 0.016
O -1.436 -4.475 12.492 0.001 0.001 0.007
O 5.509 1.744 14.167 0.002 0.002 0.004
O 9.077 -10.425 19.194 0 -0.001 0.002
O 1.428 -10.681 20.196 -0.006 0.006 0.005
O -1.314 2.563 9.709 0.008 0.004 0.005
O 4.174 -7.533 14.503 0 0 0.004
O 6.229 -3.413 23.556 -0.003 0 0.011
O 3.613 3.844 11.403 -0.006 -0.005 0.006
O 7.692 -4.285 12.228 -0.002 -0.001 0.003
O 3.34 1.701 17.615 -0.003 0 -0.004
O 6.045 -4.304 16.846 0 -0.001 0
O -0.657 -5.406 14.909 0 -0.003 -0.003
O 2.106 -9.845 17.609 0.002 -0.003 0.002
O 4.293 -4.957 14.873 -0.002 -0.003 -0.004
O 11.169 -2.534 16.775 0 -0.001 -0.002
O 1.361 -1.541 13.821 0.002 0 0.001
O 9.991 -4.099 20.805 0.001 0.002 -0.009
O 4.566 -9.573 12.885 0.001 -0.004 0
O 3.957 -10.914 19.355 -0.003 0.003 -0.004
O -0.516 -8.989 20.754 0 -0.001 -0.005
O 12.32 -0.498 15.547 0 0.002 0.001
O 3.441 -5.989 12.49 -0.008 0.005 0.004
O 7.776 -2.231 16.974 0 0.004 0
O -1.604 0.607 18.612 0.001 0.002 -0.005
O 11.262 -5.097 17.238 0 0.001 -0.002
O 9.696 -7.188 16.684 0.001 0.001 0
O 4.258 -6.426 19.156 0 -0.004 -0.004

Results
free energy: -281413.890 eV
free energy less fixed offsets of O -568.88, Si -635.61 eV per atom: -12.050 eV

The program warned: the cutoff lies below the one the program advises for these potential files; the forces do not sum to zero within the program's tolerance; the exchange-correlation potential is rough where the density is thin.
